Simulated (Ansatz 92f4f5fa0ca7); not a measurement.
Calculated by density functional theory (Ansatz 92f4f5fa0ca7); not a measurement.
Periodic cell of 223 atoms, Si133O90, from a study of silicon, its oxide and their interface. The atomic structure is a simulated model.
Doubt: the cutoff is low for norm-conserving oxygen, so forces and energies are approximate.
Doubt: the program's own warning below bears on the result.
This geometry differs little from another in the collection (a relaxation step or a small displacement).

Settings: functional HSE06; potential files SPMS norm-conserving; basis plane waves; wave-function cutoff 800 eV; density cutoff ratio 4; exchange-correlation grid ratio 1; k mesh 1 x 1 x 1, Gamma-centred; occupations fixed; spin none; net charge 0.

Cell vectors (angstrom)
a  10.938  0  0
b  0  10.938  0
c  0  0  32.1988

Atoms: element, x, y, z (angstrom)
Si  10.6055  0.2459  24.8182
Si  5.7527  10.6814  24.7121
Si  2.5092  2.9251  24.6493
Si  8.4399  2.4802  24.8115
Si  0.2923  5.1827  24.7393
Si  5.1632  5.7642  24.6838
Si  2.9311  8.0151  24.5732
Si  7.9545  8.4335  24.7243
Si  1.3473  1.38  26.028
Si  6.8488  1.3254  26.0864
Si  4.0678  4.1182  25.9996
Si  9.6098  4.0858  26.0637
Si  1.4044  6.8388  25.9965
Si  6.7819  6.8563  26.0269
Si  4.102  9.5531  25.9728
Si  9.501  9.5763  26.1095
Si  2.737  -0.0047  27.3678
Si  8.185  -0.0005  27.4851
Si  0.0133  2.7292  27.4463
Si  5.4564  2.7467  27.381
Si  2.7339  5.4763  27.4192
Si  8.1934  5.4779  27.378
Si  0.0049  8.196  27.3855
Si  5.4471  8.2176  27.4196
Si  4.1018  1.3673  28.7805
Si  9.5708  1.3673  28.7805
Si  1.3673  4.1018  28.7805
Si  6.8362  4.1018  28.7805
Si  4.1018  6.8362  28.7805
Si  9.5708  6.8362  28.7805
Si  1.3673  9.5708  28.7805
Si  6.8362  9.5708  28.7805
Si  0  0  30.1478
Si  5.469  0  30.1478
Si  2.7345  2.7345  30.1478
Si  8.2035  2.7345  30.1478
Si  0  5.469  30.1478
Si  5.469  5.469  30.1478
Si  2.7345  8.2035  30.1478
Si  8.2035  8.2035  30.1478
Si  1.3673  1.3673  31.515
Si  6.8362  1.3673  31.515
Si  4.1018  4.1018  31.515
Si  9.5708  4.1018  31.515
Si  1.3673  6.8362  31.515
Si  6.8362  6.8362  31.515
Si  4.1018  9.5708  31.515
Si  9.5708  9.5708  31.515
Si  2.7345  0  0.6835
Si  8.2035  0  0.6835
Si  0  2.7345  0.6835
Si  5.469  2.7345  0.6835
Si  2.7345  5.469  0.6835
Si  8.2035  5.469  0.6835
Si  0  8.2035  0.6835
Si  5.469  8.2035  0.6835
Si  4.1018  1.3673  2.0507
Si  9.5708  1.3673  2.0507
Si  1.3673  4.1018  2.0507
Si  6.8362  4.1018  2.0507
Si  4.1018  6.8362  2.0507
Si  9.5708  6.8362  2.0507
Si  1.3673  9.5708  2.0507
Si  6.8362  9.5708  2.0507
Si  0  0  3.418
Si  5.469  0  3.418
Si  2.7345  2.7345  3.418
Si  8.2035  2.7345  3.418
Si  0  5.469  3.418
Si  5.469  5.469  3.418
Si  2.7345  8.2035  3.418
Si  8.2035  8.2035  3.418
Si  1.3783  1.3692  4.7041
Si  6.8301  1.3569  4.8652
Si  4.1344  4.0819  4.8027
Si  9.5667  4.095  4.7688
Si  1.3962  6.8258  4.8037
Si  6.826  6.8646  4.7541
Si  4.1232  9.5702  4.8248
Si  9.5498  9.5639  4.791
Si  2.7534  0.0859  6.1004
Si  8.1809  -0.0557  6.2534
Si  0.0029  2.6829  6.0616
Si  5.4689  2.7371  6.2803
Si  2.8006  5.4793  6.1778
Si  8.1812  5.48  6.0796
Si  0.0063  8.1953  6.1374
Si  5.5306  8.2203  6.2204
Si  3.8272  1.593  7.6101
Si  9.8049  1.1426  7.4547
Si  1.6124  3.8027  7.3174
Si  6.641  4.4179  7.4957
Si  4.405  6.6419  7.5296
Si  9.3801  6.9698  7.4197
Si  1.1134  9.9152  7.3091
Si  7.1627  9.2182  7.6792
O  8.3348  8.1113  7.8922
O  2.6876  2.7279  7.9207
O  9.5392  1.3758  24.272
O  4.0569  6.8745  24.1478
O  -0.0069  0.0268  7.9102
O  5.5172  5.5186  8.0011
O  6.8599  9.5587  24.2205
O  1.393  4.0625  24.2237
O  3.8569  7.4551  8.871
O  0.8024  4.3757  8.5935
O  9.8775  6.2318  8.801
O  2.0025  9.3636  8.5487
O  7.4845  3.8984  8.8058
O  4.264  0.9876  9.0795
O  6.7442  9.512  9.2343
O  9.1567  1.8299  8.7925
O  7.7095  3.1734  23.534
O  10.5627  5.8653  23.4198
O  5.1263  0.4405  23.3763
O  5.8755  5.0869  23.3801
O  3.1771  2.2171  23.3172
O  2.2596  8.7061  23.2198
O  8.6562  7.7275  23.4223
O  0.2636  10.3789  23.5512
Si  4.4328  1.5913  22.4738
Si  3.4974  7.9688  14.0173
Si  7.1169  0.9832  14.6944
Si  0.9367  9.37  22.5024
Si  1.1673  4.2836  11.8781
Si  6.2556  8.9969  15.3035
Si  0.6686  1.3666  12.2448
Si  8.6323  4.9812  20.5139
Si  0.3577  5.7072  9.3554
Si  5.0922  3.1503  17.918
Si  0.8761  3.7815  16.7024
Si  10.3924  2.865  19.2045
Si  5.2725  1.2003  10.3528
Si  0.8786  0.2049  19.8387
Si  6.642  9.4549  10.8627
Si  9.3433  9.7336  18.2752
Si  9.3707  9.2405  12.5796
Si  6.5925  3.8658  22.5988
Si  2.4313  8.0608  9.3739
Si  10.5803  7.4104  17.0449
Si  2.5029  6.3359  16.5588
Si  10.1436  4.5093  14.1782
Si  6.1299  9.2252  18.475
Si  7.9494  2.5597  9.5852
Si  8.872  2.1489  12.4711
Si  5.3263  6.2791  18.0323
Si  3.9439  0.5996  19.4719
Si  4.2743  3.8259  12.0818
Si  5.5307  6.617  12.1535
Si  8.0062  2.5538  17.225
Si  4.3599  2.4651  14.9711
Si  1.5402  1.243  15.1896
Si  1.5501  9.4042  12.0273
Si  8.0284  6.8653  13.8782
Si  10.3681  9.8766  15.4529
Si  9.8312  7.0166  22.5573
Si  8.1164  5.5245  17.4425
O  6.036  7.974  11.3196
O  5.9993  9.2292  16.8704
O  7.6979  1.3851  13.2465
O  0.9595  1.7601  13.7824
O  9.4266  6.2935  16.9186
O  6.7553  6.2408  13.1274
O  5.1093  4.6928  18.5345
O  9.2065  2.2004  18.2738
O  2.3782  0.1791  19.1285
O  9.4352  10.2902  16.733
O  2.7716  4.3716  11.7925
O  5.0649  10.3528  19.0895
O  9.4055  3.2583  13.4939
O  0.4077  1.7729  19.9487
O  3.1482  1.3747  15.0479
O  8.1524  5.4241  19.0484
O  3.8788  6.6146  17.3735
O  4.5469  3.2587  16.381
O  9.0351  5.6805  14.3149
O  5.4803  2.7831  22.1617
O  10.6759  4.2147  15.661
O  0.3453  3.8265  18.2324
O  10.4559  10.5408  19.1528
O  9.6147  10.0288  14.0146
O  10.8877  8.1517  22.1038
O  1.1842  2.2263  16.4103
O  9.7342  3.8022  20.355
O  8.1608  4.078  16.7364
O  -0.0546  9.098  11.9624
O  6.5791  2.4899  17.9823
O  5.6028  10.7277  11.1564
O  7.7475  9.6294  18.7562
O  10.0212  1.0502  12.0849
O  1.3935  6.8875  9.0515
O  0.5644  4.743  13.3125
O  5.6872  7.6696  18.9142
O  5.195  5.0989  11.5796
O  2.7376  7.0501  15.1217
O  0.8739  2.7434  11.4277
O  0.8236  10.7438  15.4682
O  2.3492  8.5506  10.9051
O  4.7031  2.4368  11.2894
O  4.2789  3.475  13.6901
O  2.1697  4.7422  16.4857
O  10.6806  8.3014  15.6862
O  6.9294  10.3269  14.7049
O  2.3641  8.9665  13.3791
O  8.0057  1.5857  15.9218
O  4.139  7.0299  12.8707
O  4.2158  2.0254  18.7101
O  7.3295  4.4368  21.2914
O  8.3952  2.8713  11.1072
O  1.1631  6.9099  17.2987
O  5.6565  1.5795  14.794
O  8.117  9.7306  11.5964
O  9.2278  6.2817  21.2583
O  8.9323  7.7319  12.8885
O  1.5963  0.0979  11.8261
O  6.6592  6.1671  17.0909
O  7.3593  7.8257  15.0207
O  1.1775  10.2908  21.1942
O  10.0259  8.2696  18.285
O  4.0085  0.9102  21.0708
O  0.3921  5.3165  10.9048
O  6.6712  1.595  9.6504
O  4.7909  8.7373  14.6423

Results
free energy: -55385.494 eV
free energy less fixed offsets of O -447.96, Si -113.29 eV per atom: -1.524 eV
gap between the highest filled and lowest empty level on this k mesh: 1.208 eV

The program warned: the cutoff lies below the one the program advises for these potential files; the model core charge is not resolved on the grid; the forces do not sum to zero within the program's tolerance; the exchange-correlation potential is rough where the density is thin.
